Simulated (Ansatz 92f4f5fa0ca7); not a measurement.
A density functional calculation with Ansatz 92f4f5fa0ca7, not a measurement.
Periodic cell of 220 atoms, Si132O88, from a study of silicon, its oxide and their interface. The atomic structure is a simulated model.
Doubt: the cutoff is far below the 930 eV that the study's wrapper takes by default for these files, so forces and energies are approximate.
This geometry differs little from another in the collection (a relaxation step or a small displacement).

Settings
functional: PBE
potential files: Ansatz PAW
basis: plane waves
wave-function cutoff: 580 eV
density cutoff ratio: 5
exchange-correlation grid ratio: 1
k mesh: 1 x 1 x 1, Gamma-centred
self-consistency stop: 5e-08 eV per atom in the density residual
occupations: fixed
spin: none
net charge: 0

Cell vectors (angstrom)
a, 10.938, 0, 0
b, 0, 10.938, 0
c, 0, 0, 32.646

Atoms and the computed forces on them: element, x, y, z (angstrom), force x, y, z (eV/angstrom)
Si, -0.3281, 0.294, 25.2118, 0.0021, 0.0015, 0.0146
Si, 5.7368, -0.4145, 25.1328, -0.001, -0.0047, -0.0086
Si, 2.5243, 3.0464, 25.1901, -0.0012, -0.0039, 0.0019
Si, 8.4439, 2.5727, 25.2179, -0.0037, 0.0041, -0.0049
Si, 0.2697, 5.251, 25.1769, 0.0071, -0.0061, -0.0079
Si, 5.0808, 5.8056, 25.2281, 0.0023, -0.0005, -0.0012
Si, 3.0007, 8.1877, 25.0612, 0.0511, -0.0771, 0.0885
Si, 8.1077, 8.4233, 25.211, 0.0041, -0.0072, 0.0075
Si, 1.369, 1.4003, 26.4397, -0.0028, 0.001, -0.004
Si, 6.7632, 1.3865, 26.3759, -0.0012, 0.0035, 0.0015
Si, 4.0039, 4.2251, 26.5881, -0.0023, -0.0027, -0.0017
Si, 9.6302, 4.1108, 26.5383, -0.0036, -0.0023, 0.0051
Si, 1.354, 6.9584, 26.3844, -0.0051, -0.0013, 0.0142
Si, 6.8441, 6.8416, 26.4365, -0.0012, -0.0009, -0.003
Si, 4.1511, 9.5794, 26.5664, -0.0098, -0.0047, 0.0039
Si, 9.5393, 9.6552, 26.5866, -0.001, 0.0001, -0.0026
Si, 2.7158, 0.0245, 27.8405, 0.0037, 0.0014, 0.0004
Si, 8.1162, 0.0636, 27.8748, 0.0009, -0.0007, 0.0014
Si, 0.0257, 2.7212, 27.8893, 0.0035, 0.002, -0.0007
Si, 5.4344, 2.7677, 27.819, 0.0026, 0.0006, -0.0005
Si, 2.65, 5.5781, 27.8957, -0.0005, -0.0014, -0.0005
Si, 8.1975, 5.4687, 27.8391, 0.0024, 0.0016, 0.0015
Si, -0.0107, 8.2456, 27.8474, 0.0042, -0.0005, 0.0001
Si, 5.4977, 8.1598, 27.8878, 0.0013, -0.0007, 0.0006
Si, 4.1018, 1.3673, 29.2278, -0.0076, 0.1322, -0.2038
Si, 9.5708, 1.3673, 29.2278, -0.1804, 0.0609, 0.095
Si, 1.3673, 4.1018, 29.2278, -0.2022, 0.2391, 0.24
Si, 6.8362, 4.1018, 29.2278, -0.0125, -0.0971, -0.2173
Si, 4.1018, 6.8362, 29.2278, -0.0245, 0.0499, 0.3487
Si, 9.5708, 6.8362, 29.2278, -0.014, 0.0099, -0.2209
Si, 1.3673, 9.5708, 29.2278, 0.0981, 0.0556, -0.0606
Si, 6.8362, 9.5708, 29.2278, -0.1582, 0.0843, 0.2021
Si, 0, 0, 30.595, -0.0701, -0.0417, -0.0232
Si, 5.469, 0, 30.595, 0.0087, -0.1061, -0.0057
Si, 2.7345, 2.7345, 30.595, 0.1201, 0.1019, -0.0264
Si, 8.2035, 2.7345, 30.595, 0.067, 0.0234, 0.0059
Si, 0, 5.469, 30.595, 0.0013, -0.1441, 0.0209
Si, 5.469, 5.469, 30.595, -0.0631, -0.0764, -0.0196
Si, 2.7345, 8.2035, 30.595, 0.1364, 0.0504, 0.0237
Si, 8.2035, 8.2035, 30.595, 0.0481, 0.0684, -0.0249
Si, 1.3673, 1.3673, 31.9623, -0.0375, 0.046, -0.0326
Si, 6.8362, 1.3673, 31.9623, -0.0248, 0.0027, -0.0387
Si, 4.1018, 4.1018, 31.9623, 0.0268, -0.0245, 0.0048
Si, 9.5708, 4.1018, 31.9623, -0.0615, 0.0574, 0.0002
Si, 1.3673, 6.8362, 31.9623, -0.0341, 0.028, -0.0426
Si, 6.8362, 6.8362, 31.9623, -0.0197, -0.008, -0.0282
Si, 4.1018, 9.5708, 31.9623, -0.0398, 0.0714, -0.0069
Si, 9.5708, 9.5708, 31.9623, 0.0124, -0.0158, 0.0106
Si, 2.7345, 0, 0.6835, 0.0359, -0.0355, 0.0226
Si, 8.2035, 0, 0.6835, -0.0257, 0.0243, 0.0181
Si, 0, 2.7345, 0.6835, -0.0161, 0.0216, 0.0125
Si, 5.469, 2.7345, 0.6835, 0.0532, 0.0065, 0.0229
Si, 2.7345, 5.469, 0.6835, 0.0429, -0.0501, 0.0073
Si, 8.2035, 5.469, 0.6835, 0.008, -0.0628, 0.0409
Si, 0, 8.2035, 0.6835, 0.0544, -0.0643, 0.011
Si, 5.469, 8.2035, 0.6835, 0.0156, 0.0111, 0.005
Si, 4.1018, 1.3673, 2.0507, -0.0742, -0.0502, 0.0343
Si, 9.5708, 1.3673, 2.0507, -0.0273, 0.0058, 0.0217
Si, 1.3673, 4.1018, 2.0507, 0.003, -0.0095, 0.0072
Si, 6.8362, 4.1018, 2.0507, -0.0902, -0.0003, -0.025
Si, 4.1018, 6.8362, 2.0507, 0.0276, -0.0138, 0.0179
Si, 9.5708, 6.8362, 2.0507, 0.0652, 0.1634, 0.0083
Si, 1.3673, 9.5708, 2.0507, -0.0697, 0.0516, 0.0142
Si, 6.8362, 9.5708, 2.0507, -0.0434, -0.0331, -0.0008
Si, 0, 0, 3.418, 0.0514, -0.3434, -0.051
Si, 5.469, 0, 3.418, -0.2747, -0.469, -0.1177
Si, 2.7345, 2.7345, 3.418, -0.4387, -0.2273, 0.0722
Si, 8.2035, 2.7345, 3.418, 0.1156, 0.0928, -0.1167
Si, 0, 5.469, 3.418, 0.4258, 0.1907, 0.2866
Si, 5.469, 5.469, 3.418, 0.172, -0.0631, -0.5398
Si, 2.7345, 8.2035, 3.418, -0.1366, -0.061, 0.2996
Si, 8.2035, 8.2035, 3.418, 0.504, 0.3535, -0.0891
Si, 1.3369, 1.299, 4.8241, 0.001, -0.0013, 0.0015
Si, 6.8532, 1.3145, 4.7175, -0.0005, 0.0011, 0
Si, 4.0817, 4.1274, 4.7132, 0.0022, 0.0004, -0.0003
Si, 9.6254, 4.0791, 4.7709, -0.0002, -0.0007, 0.0015
Si, 1.3823, 6.8623, 4.8955, -0.0005, 0.001, -0.0009
Si, 6.9181, 6.783, 4.7008, 0.0038, -0.0027, 0.0023
Si, 4.1074, 9.519, 4.8279, 0.0007, 0.0006, 0.0001
Si, 9.6242, 9.5668, 4.8544, 0.0015, -0.0018, 0.0007
Si, 2.668, -0.1162, 6.24, -0.0017, 0.0008, 0.0044
Si, 8.2077, 0.0409, 6.1557, 0.0016, 0, -0.0022
Si, -0.0842, 2.657, 6.1973, -0.0001, -0.0007, -0.0033
Si, 5.4258, 2.6748, 5.9425, -0.0008, -0.0006, 0.0034
Si, 2.8442, 5.4741, 6.2078, 0.0005, -0.0004, -0.0018
Si, 8.3057, 5.4908, 6.1027, -0.0031, 0.005, 0.0032
Si, -0.0053, 8.1986, 6.3919, -0.0033, 0.001, 0.0034
Si, 5.563, 8.071, 6.0628, -0.0023, -0.0009, -0.0031
Si, 3.8967, 1.5564, 7.313, 0.0027, -0.0026, -0.0043
Si, 9.0219, 1.7717, 7.6067, -0.0021, 0.0011, 0.0061
Si, 1.6513, 3.7841, 7.2991, 0.0005, -0.0011, 0.0047
Si, 6.8347, 4.0501, 7.1526, -0.0008, 0.0018, -0.0063
Si, 4.7141, 6.3595, 7.4682, 0.0047, -0.0006, 0.0045
Si, 9.2976, 6.9946, 7.6949, 0.0005, -0.0036, -0.0065
Si, 1.3185, 9.5792, 7.8508, 0.0012, 0.0011, -0.0051
Si, 7.1075, 9.2814, 7.3401, 0.0033, -0.003, 0.0114
O, 1.3899, 4.1404, 24.6831, -0.0066, 0.0038, 0.003
O, 6.997, 9.5443, 24.7473, -0.0024, 0.0057, -0.0033
O, 2.7876, 2.6801, 7.7753, -0.0025, 0.0025, 0.0001
O, 8.185, 8.1889, 7.9596, -0.0043, 0.006, 0
O, 5.7674, 5.128, 7.9034, -0.0017, 0.0009, 0.0014
O, -2.1324, 2.2661, 18.8022, -0.0035, 0.0138, -0.0033
O, 4.0687, 7.0063, 24.5861, -0.0091, 0.0129, 0.009
O, 9.5292, 1.4358, 24.6925, -0.0017, 0.0012, -0.0009
O, 2.1925, 8.5041, 8.7534, -0.0017, 0.0011, -0.0014
O, 0.964, 4.3211, 8.6824, 0.0007, -0.0008, -0.001
O, 9.3737, 1.1421, 9.0944, -0.0017, 0.0016, -0.0053
O, 6.4531, 9.9992, 8.6426, 0.0038, -0.0037, -0.0081
O, 4.6255, 1.0391, 8.6782, -0.0023, 0.0033, -0.0023
O, 4.4554, 7.1857, 8.8573, 0.0021, -0.0026, -0.0043
O, 7.8817, 2.9627, 7.9201, 0.0029, -0.0036, 0.0022
O, 9.6755, 6.3889, 9.1958, -0.0004, 0.0011, -0.0014
O, 3.248, 2.4011, 23.8701, -0.0031, 0, 0.0056
O, 4.923, -0.4326, 23.7007, 0.0081, 0.001, 0.0143
O, 7.8442, 3.4078, 23.9382, 0.006, -0.0061, 0.0088
O, 10.5896, 5.8769, 23.8067, 0.0004, 0.003, 0.0032
O, 8.8222, 7.8562, 23.8488, 0.0059, 0.0017, -0.0076
O, 0.1673, 10.4416, 23.8711, 0.0054, -0.0057, -0.0185
O, 5.5325, 4.8241, 24.0139, -0.0011, 0.0046, 0.0056
O, 1.2965, 10.5006, 21.4361, 0.0403, 0.0927, -0.081
Si, 4.1189, 6.7362, 12.2027, 0.0026, 0.0005, 0.0041
Si, 8.4476, -2.3415, 14.636, 0.0009, 0.0012, 0.0054
Si, 5.3394, 2.8421, 13.3483, 0.0022, 0.0005, 0.004
Si, 6.7604, -4.0259, 18.887, -0.0003, 0.0027, -0.0055
Si, 8.5423, -9.6584, 17.5474, 0.0199, -0.0292, 0.0151
Si, 1.7886, -3.1878, 18.2338, -0.0053, 0.0025, 0.0017
Si, 0.9163, 9.6065, 22.7114, 0.0196, -0.0351, 0.0738
Si, 11.7756, 3.6055, 10.1456, -0.0014, 0.0005, 0.005
Si, 5.3466, 10.7889, 9.5101, 0.0028, 0.0013, 0.0063
Si, 2.6388, 4.0552, 12.4617, 0, -0.0007, 0.005
Si, 13.3394, -5.489, 16.526, 0.001, -0.0018, 0.0008
Si, -1.0806, 2.9425, 19.8428, -0.0127, 0.0027, -0.0238
Si, 10.9395, 1.1952, 15.5295, -0.0095, 0.0014, 0.0134
Si, 0.5013, -6.8347, 14.5357, -0.0002, -0.0031, 0.0053
Si, 6.5232, 0.3378, 12.2439, -0.0011, -0.001, 0.0056
Si, 0.3629, 11.1992, 20.0808, 0.0034, 0.0236, 0.0033
Si, 14.3355, -6.0691, 20.5727, -0.0024, 0.0011, -0.0032
Si, 6.7842, -5.7926, 11.9331, 0.0002, -0.0003, 0.0028
Si, 5.5008, -2.0165, 13.8404, 0.0023, -0.0002, 0.0028
Si, 6.5164, 3.8827, 23.1216, -0.0039, -0.0027, -0.008
Si, 9.5312, 0.0221, 12.859, 0.0027, 0.0001, 0.0079
Si, 10.6997, 0.6598, 9.9398, 0.002, -0.0008, 0.007
Si, 1.8036, -0.3452, 17.4712, -0.0064, -0.0162, -0.0134
Si, 4.1372, -3.2103, 20.4676, 0.0075, -0.0019, -0.0057
Si, 9.1898, -4.9453, 13.4874, 0.0003, 0.0006, 0.0041
Si, 0.9034, -5.8379, 19.0029, 0.0005, 0.0028, -0.0032
Si, 6.0379, 2.4299, 16.2647, 0.006, -0.0028, 0.0028
Si, 4.072, 2.3138, 22.4573, 0.0068, 0.011, -0.0064
Si, 4.7632, -0.4784, 16.3769, 0.0106, 0.0041, 0.0016
Si, 9.9424, 7.0918, 22.936, -0.0058, -0.0097, -0.0004
Si, 7.516, -1.4945, 17.4046, 0.0086, 0.02, 0.0073
Si, 9.4202, 5.5683, 10.6028, -0.0005, 0.0007, 0.0048
Si, -2.6687, 5.2117, 21.0359, 0.0007, -0.0021, -0.005
Si, 3.8479, -0.7221, 22.5198, -0.0088, -0.0083, 0.0254
Si, 4.9673, 4.8214, 17.7111, -0.0005, -0.0006, -0.0015
Si, 14.4647, -2.6872, 9.6647, -0.0004, -0.0015, 0.0051
O, 1.7265, 4.5622, 17.7098, 0.0011, -0.0015, -0.0004
O, 9.8789, -10.0099, 16.7123, -0.001, 0.009, -0.0118
O, 19.0245, 0.7218, 12.5279, 0.0015, 0.0001, -0.0015
O, 6.0626, -1.1933, 12.539, 0.001, 0.0024, -0.0022
O, 2.9734, -2.9351, 19.3588, 0.006, 0.002, 0.01
O, 5.9941, 6.0894, 17.6953, 0.0023, 0.002, 0.0035
O, 3.7921, -4.6193, 21.2724, 0.0004, 0.0012, 0.0008
O, 4.4644, 7.7552, 13.408, -0.0003, -0.0014, -0.0018
O, -1.1885, 6.4194, 11.9798, 0.001, -0.001, -0.0037
O, 2.2594, 3.9487, 10.877, -0.0021, -0.001, -0.0029
O, 14.6203, -7.3929, 21.4796, 0.002, -0.0063, 0.0047
O, 5.0987, 1.1109, 16.319, 0.0016, -0.0043, -0.0003
O, 5.6272, 1.2614, 13.2113, 0.0003, -0.002, -0.0025
O, 4.2176, 4.7857, 19.1677, -0.0005, 0.0001, 0.002
O, 2.5406, 9.3331, 23.4547, -0.0359, 0.1026, -0.134
O, 10.3836, 4.2485, 10.7091, 0.0042, -0.0021, -0.0045
O, 16.6599, 3.4026, 17.5311, 0.0032, -0.0059, -0.0025
O, 7.8581, -0.0798, 18.1139, -0.0033, 0.0079, -0.0152
O, 4.2061, -1.8911, 21.4703, -0.0049, -0.0018, -0.0085
O, 7.5935, 1.9998, 16.4147, 0.0012, -0.0052, 0.0096
O, 5.6841, 2.5211, 22.7294, -0.0006, 0.0014, 0.0028
O, 5.9178, -1.3958, 17.0658, -0.0035, 0.0016, -0.0035
O, -3.2404, -2.841, 18.2978, -0.0022, -0.0083, 0.0041
O, 1.5044, 0.4819, 18.8475, -0.0114, 0.0105, 0.0474
O, -0.851, -0.6721, 19.8764, -0.0599, -0.0345, -0.0232
O, 7.6167, 5.5973, 13.2647, 0.0001, 0, -0.0006
O, 7.8319, 5.1276, 10.6632, 0.0016, -0.0002, -0.0017
O, 17.1397, -7.2811, 12.2263, -0.0007, -0.0013, -0.0003
O, 5.763, 3.2494, 14.8684, 0.0003, -0.0007, -0.0016
O, 9.9985, -6.1931, 14.1444, -0.0022, 0.0019, -0.0019
O, -1.7961, -1.4517, 13.4442, 0.0016, 0.0016, -0.0024
O, 3.226, 7.531, 11.0837, -0.0006, 0.0014, -0.0031
O, 1.4985, -5.7273, 15.2023, -0.0008, 0, -0.0021
O, 14.6974, 3.0204, 13.0051, -0.0001, 0, -0.0008
O, 11.2542, -8.1403, 15.4726, 0.001, -0.0039, -0.0011
O, 9.2821, -3.7399, 14.5695, 0.0009, -0.0008, -0.001
O, 6.8609, -2.6816, 14.4357, -0.0019, -0.0001, -0.0011
O, 9.2287, 6.3862, 21.6719, 0.0021, 0.0017, 0.0013
O, -0.5162, 0.7676, 14.0153, -0.0016, -0.0032, -0.0047
O, 0.2133, 8.1459, 22.542, -0.0007, 0.0122, -0.0068
O, 1.7889, 4.8508, 20.3506, 0.0045, -0.0008, 0.0044
O, 7.714, -5.1129, 19.6438, 0.0011, -0.0016, 0.0013
O, 5.6381, -3.3442, 19.8679, -0.0042, 0.0001, 0.0033
O, 2.4482, -3.9116, 16.9193, 0.0044, -0.0062, -0.0093
O, 1.1256, -1.8235, 17.691, -0.002, -0.0012, -0.0018
O, 3.174, -5.3817, 12.7868, -0.0006, -0.0006, -0.0004
O, 3.7274, 0.7956, 21.8825, -0.0217, -0.0271, 0.004
O, 10.9278, -9.0557, 20.4609, 0.0482, -0.0287, 0.0075
O, 10.5051, 4.2209, 19.043, -0.0021, -0.0132, 0.009
O, 6.1401, 0.6106, 10.6923, -0.0015, -0.0013, -0.005
O, 5.5284, -4.7959, 11.5979, 0.0002, 0.0003, -0.001
O, 12.1689, 3.6605, 13.1568, 0.0038, 0, -0.0043
O, -3.9985, -6.0442, 21.936, -0.0003, -0.0016, 0.0023
O, 3.9505, 4.961, 16.4306, 0.0004, -0.0001, -0.0009
O, 9.0041, -7.1841, 20.993, 0.0041, -0.0023, 0.0064
O, -2.4269, -1.6265, 16.0928, 0.0002, -0.0021, -0.0042
O, 3.4033, -0.6134, 17.2419, -0.0023, 0.004, 0.0041
O, 11.6463, 1.9753, 10.1344, -0.0003, 0.0018, -0.002
O, 12.2442, 0.3563, 16.0566, -0.004, 0.0069, -0.0013
O, 4.2306, 9.6911, 9.9656, -0.0006, -0.0006, -0.0001
O, 11.4726, -0.4126, 8.958, 0.0012, -0.0004, 0.0003
O, 10.3374, 0.0062, 11.405, 0.0008, 0.0004, -0.0042
O, 4.6607, -1.0584, 14.8492, 0.0012, -0.0008, 0.0005
O, 0.6606, 6.7188, 18.8462, -0.0011, -0.0013, 0.0035

Results
free energy: -133960.074 eV
free energy less fixed offsets of O -568.88, Si -635.61 eV per atom: 1.886 eV

The program warned: the cutoff lies below the one the program advises for these potential files; the forces do not sum to zero within the program's tolerance; the exchange-correlation potential is rough where the density is thin.
